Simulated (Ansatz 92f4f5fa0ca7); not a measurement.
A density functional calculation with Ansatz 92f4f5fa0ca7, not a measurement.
Periodic cell of 351 atoms, Si241O110, from a study of silicon, its oxide and their interface. The atomic structure is a simulated model.
Doubt: the cutoff is far below the 930 eV that the study's wrapper takes by default for these files, so forces and energies are approximate.
This geometry differs little from another in the collection (a relaxation step or a small displacement).

Settings
functional: PBE
potential files: Ansatz PAW
basis: plane waves
wave-function cutoff: 580 eV
density cutoff ratio: 5
exchange-correlation grid ratio: 1
k mesh: 1 x 1 x 1, Gamma-centred
self-consistency stop: 5e-08 eV per atom in the density residual
occupations: fixed
spin: none
net charge: 0

Cell vectors (angstrom)
a 11.6015 0 0
b 0 13.3963 0
c 0 0 40.4437

Atoms: element, x, y, z (angstrom)
Si 0 2.2327 1.1851
Si 3.8672 2.2327 1.1851
Si 7.7343 2.2327 1.1851
Si 1.9336 5.5818 1.1851
Si 5.8008 5.5818 1.1851
Si 9.6679 5.5818 1.1851
Si 0 8.9308 1.1851
Si 3.8672 8.9308 1.1851
Si 7.7343 8.9308 1.1851
Si 1.9336 12.2799 1.1851
Si 5.8008 12.2799 1.1851
Si 9.6679 12.2799 1.1851
Si 1.9336 1.1164 1.9745
Si 5.8008 1.1164 1.9745
Si 9.6679 1.1164 1.9745
Si 0 4.4654 1.9745
Si 3.8672 4.4654 1.9745
Si 7.7343 4.4654 1.9745
Si 1.9336 7.8145 1.9745
Si 5.8008 7.8145 1.9745
Si 9.6679 7.8145 1.9745
Si 0 11.1635 1.9745
Si 3.8672 11.1635 1.9745
Si 7.7343 11.1635 1.9745
Si 1.9336 1.1164 4.3426
Si 5.8008 1.1164 4.3426
Si 9.6679 1.1164 4.3426
Si 0 4.4654 4.3426
Si 3.8672 4.4654 4.3426
Si 7.7343 4.4654 4.3426
Si 1.9336 7.8145 4.3426
Si 5.8008 7.8145 4.3426
Si 9.6679 7.8145 4.3426
Si 0 11.1635 4.3426
Si 3.8672 11.1635 4.3426
Si 7.7343 11.1635 4.3426
Si 0 0 36.1031
Si 3.8672 0 36.1031
Si 7.7343 0 36.1031
Si 1.9336 3.3491 36.1031
Si 5.8008 3.3491 36.1031
Si 9.6679 3.3491 36.1031
Si 0 6.6981 36.1031
Si 3.8672 6.6981 36.1031
Si 7.7343 6.6981 36.1031
Si 1.9336 10.0472 36.1031
Si 5.8008 10.0472 36.1031
Si 9.6679 10.0472 36.1031
Si 0 0 38.4712
Si 3.8672 0 38.4712
Si 7.7343 0 38.4712
Si 1.9336 3.3491 38.4712
Si 5.8008 3.3491 38.4712
Si 9.6679 3.3491 38.4712
Si 0 6.6981 38.4712
Si 3.8672 6.6981 38.4712
Si 7.7343 6.6981 38.4712
Si 1.9336 10.0472 38.4712
Si 5.8008 10.0472 38.4712
Si 9.6679 10.0472 38.4712
Si 0 2.2327 39.2606
Si 3.8672 2.2327 39.2606
Si 7.7343 2.2327 39.2606
Si 1.9336 5.5818 39.2606
Si 5.8008 5.5818 39.2606
Si 9.6679 5.5818 39.2606
Si 0 8.9308 39.2606
Si 3.8672 8.9308 39.2606
Si 7.7343 8.9308 39.2606
Si 1.9336 12.2799 39.2606
Si 5.8008 12.2799 39.2606
Si 9.6679 12.2799 39.2606
Si -3.606 0.1148 28.8756
Si 4.5876 4.2023 27.0912
Si 13.2785 -2.4494 27.2323
Si 1.8627 -1.093 30.3013
Si 1.9151 0.9617 29.1796
Si 11.6997 2.327 32.1816
Si -5.7276 12.7216 29.6705
Si 7.7859 9.0704 29.8127
Si 13.2079 5.0694 29.8752
Si 7.6686 6.8089 29.0035
Si 0.7752 6.2256 26.9485
Si 5.8837 5.5874 29.9231
Si 5.4047 5.851 25.5299
Si 7.9657 2.3827 29.5481
Si 3.6826 7.8609 23.9738
Si -2.5234 10.4954 26.7337
Si 0.0672 8.9406 32.1516
Si 4.7307 10.2144 18.9276
Si -1.9417 5.7437 29.7101
Si 7.7951 8.9817 32.1686
Si 9.9548 3.5359 28.8928
Si -0.14 14.9764 26.0657
Si 10.5322 17.0945 26.5848
Si 10.8815 14.9312 23.2184
Si -4.8301 -3.6194 26.5739
Si 3.9629 2.1 32.0141
Si 7.8211 2.2852 31.9986
Si 2.0114 5.5452 32.1482
Si 6.4507 7.4029 27.0287
Si 9.6908 5.6249 32.1086
Si 0.232 9.0224 29.7903
Si 5.9873 10.4144 28.8291
Si 2.2819 10.209 29.307
Si 1.9546 12.2826 32.5558
Si 5.9075 12.3512 32.0628
Si 9.7963 12.3147 32.1232
Si 2.0051 1.181 33.0067
Si 5.9184 1.1451 32.9187
Si 9.7406 1.1718 32.8724
Si 0.0314 4.5362 32.9864
Si 3.9194 4.3691 32.8898
Si 7.788 4.4719 32.9273
Si 2.0328 7.8194 32.8729
Si 5.8744 7.8437 32.9926
Si 9.7167 7.8367 32.9289
Si 0.0138 11.1207 33.0592
Si 3.9963 11.2002 32.9669
Si 7.8123 11.2223 32.9038
Si 1.9441 1.1356 35.3495
Si 5.8175 1.1241 35.2997
Si 9.6724 1.124 35.2742
Si -0.0043 4.4779 35.3386
Si 3.8702 4.4415 35.2801
Si 7.7428 4.4584 35.3046
Si 1.9468 7.8133 35.2741
Si 5.8078 7.8194 35.3409
Si 9.674 7.8178 35.305
Si -0.0149 11.1528 35.3813
Si 3.8928 11.1634 35.325
Si 7.742 11.1766 35.2905
Si -0.0183 0.0155 5.1415
Si 3.8632 -0.0096 5.2232
Si 7.7324 -0.0038 5.1646
Si 1.8954 3.3394 5.1595
Si 5.7784 3.3376 5.1174
Si 9.6451 3.3476 5.0981
Si 0 6.693 5.0908
Si 3.8698 6.7022 5.1224
Si 7.7305 6.6969 4.9443
Si 1.9273 10.0069 5.2411
Si 5.7902 10.0474 5.2095
Si 9.6669 10.0768 4.9728
Si -0.1499 0.0195 7.513
Si 3.7582 -0.0441 7.6769
Si 7.6396 -0.0384 7.5598
Si 1.6758 3.3483 7.5407
Si 5.5855 3.2956 7.4671
Si 9.4067 3.3075 7.4354
Si -0.0783 6.677 7.4225
Si 3.8494 6.6815 7.4843
Si 7.6974 6.6848 7.2062
Si 1.83 9.9069 7.7186
Si 5.7114 10.0306 7.6503
Si 9.6017 10.1205 7.2506
Si -0.3389 2.2518 8.3991
Si 3.6103 2.2526 8.3313
Si 5.1695 7.7709 14.4073
Si 1.8787 5.6164 8.2142
Si 5.8339 5.5544 8.0949
Si 9.55 5.5644 8.1028
Si 0.9202 11.9171 10.44
Si 3.8752 8.7857 8.5534
Si 7.7535 8.8944 8.0045
Si 1.7369 12.2065 8.2796
Si 5.7576 12.2633 8.4704
Si 9.5809 12.2361 8.3602
Si -2.5507 6.2677 10.3048
Si 3.5653 6.8328 21.0758
Si 7.4727 2.1876 8.3087
Si 7.6405 10.905 13.674
Si 8.7282 2.1864 19.7903
Si 14.8344 2.6113 10.6359
Si 1.7342 15.8707 16.1217
Si 7.725 2.6806 10.6286
Si 5.4748 12.2146 11.6599
Si 0.5217 18.0933 16.7433
Si 9.3346 8.4994 9.697
Si 12.4954 13.545 21.1234
Si 5.4403 1.818 12.4924
Si 10.5984 4.8572 11.4153
Si 5.8331 -0.0344 15.771
Si -3.0878 0.153 14.4302
Si 4.3419 7.3566 11.3906
Si 7.3222 -0.2122 21.2192
Si 7.8129 6.7707 15.5237
Si 0.8135 7.9313 16.8783
Si 10.2033 2.6363 10.5953
Si -1.1773 5.6336 14.3196
Si 1.5164 13.5777 11.9264
Si 5.6225 10.3253 15.9211
O 14.2947 -5.3839 20.4213
O 12.9633 -3.8446 26.4213
O 4.4841 5.2317 17.4948
O 20.4179 -14.8193 14.0965
O -6.9879 2.8065 11.4759
O 4.7545 9.137 15.215
O 4.7057 6.3504 19.9884
O 15.8127 -4.9079 10.1947
O 47.4139 0.9821 15.7356
O -11.3943 -8.6535 26.4798
O 20.5348 12.458 18.0559
O 21.2081 -12.8144 23.1357
O 30.9111 3.243 23.7439
O 9.3784 4.2428 25.5123
O 26.8632 0.6069 25.3735
O -9.0025 12.2965 23.6398
O 28.7602 9.8892 17.515
O 16.3757 -1.5383 18.8963
O 6.8655 0.3005 14.5118
O 3.6373 1.126 22.4422
O 13.9409 -11.9588 11.3235
O 4.5916 -5.4325 12.8911
O 14.3398 11.7576 26.2795
O 30.2114 -24.9238 11.9085
Si 6.3215 17.3781 23.262
Si 33.053 12.2768 29.7415
Si 8.3184 0.3931 17.3422
Si 9.8175 10.0478 24.5109
Si 14.3959 11.1271 12.3872
Si 21.0048 8.8157 21.9098
Si 9.9617 -4.78 16.4023
Si 11.2978 8.8601 8.2523
Si 14.3184 3.97 20.9868
Si 5.7971 3.3767 28.9801
Si 1.6948 -16.7239 14.8057
Si 20.5895 -0.4478 26.7672
Si 15.0939 -0.9632 25.013
Si -1.4176 11.4638 17.7332
Si 35.7218 8.6892 25.1155
Si -9.2726 0.8194 18.5368
Si 24.3066 12.8259 16.3439
Si 21.7557 -1.352 10.7067
Si 20.7691 -9.4116 23.9103
Si 23.5135 -0.8016 28.5595
Si 8.5971 -0.4558 23.8204
Si 1.9376 5.4986 10.5486
Si 28.034 -8.4184 19.0751
Si 25.6028 22.6365 19.3985
Si 2.8564 -0.3023 22.2276
Si 17.4317 5.5985 32.245
Si -0.0727 10.7702 20.5289
Si 28.4786 5.2738 16.0555
Si 10.9419 8.5406 13.7118
Si 15.9025 1.4622 29.6525
Si 9.7977 10.0189 28.9673
Si -2.1299 23.2393 11.5231
Si 18.9884 4.1174 20.3057
Si 17.2657 10.3154 24.4266
Si 16.2099 -13.7842 20.0216
Si 27.4561 22.4962 29.7693
Si 14.4215 1.9792 25.622
Si 26.6809 16.0872 22.8805
Si 27.2033 8.9751 32.1401
Si 16.2043 7.0942 28.6221
Si 10.3129 14.1639 12.0337
Si 18.3829 10.1944 21.3112
Si 26.1093 5.658 27.9475
Si 12.0992 2.8549 29.9008
Si 23.2749 6.7309 29.1224
Si 6.7586 19.0546 10.254
Si 11.4205 17.2884 19.8163
Si 16.1115 15.8579 14.7341
Si 9.6378 5.7651 21.4364
O 13.2331 -1.8388 15.465
O 16.107 9.1712 24.4492
O 28.7868 23.1293 20.2731
O 8.8593 6.0209 14.5238
O 11.7185 1.0844 24.5268
O 33.6815 0.4003 26.7386
O 29.2658 12.3145 10.1318
O 14.4683 23.5298 13.6711
O 18.4106 7.6244 14.5321
O 29.1587 0.3609 20.5424
O 3.8465 -10.5157 26.4608
O 10.9895 5.0998 20.8275
O 3.8963 -1.1604 21.288
O 6.5241 -1.7676 12.7403
O -2.3542 5.3182 22.9731
O 38.6139 30.6843 19.7516
O -7.4388 7.4142 22.4785
O 6.354 57.9773 19.0744
O 20.9577 -1.9121 23.8137
O -6.8829 1.1401 15.712
O 18.6604 37.1378 15.1052
O 5.6604 -6.9887 11.2134
O 10.5009 4.6327 13.0459
O 12.0122 -21.1335 11.1183
O 2.3699 3.9651 10.8876
O 9.6628 23.5007 17.0039
O 10.5719 -4.6317 12.1573
O 18.6545 4.1633 10.8753
O 20.1087 -11.6554 18.2255
O 1.4839 10.3063 20.2789
O -0.7683 -2.4831 19.0895
O 11.8016 0.7047 12.7637
O -8.6614 -6.8852 11.3626
O 39.7644 -1.6245 24.745
O 8.4837 0.815 20.6852
O -22.9925 28.1863 21.921
O 18.4457 19.0928 16.2951
O 15.822 -2.214 11.6134
O 26.0768 2.7477 14.9421
O 9.8972 -6.0484 21.4681
O -0.6848 18.2216 15.6401
O 20.8458 1.0142 13.2742
O -5.3987 5.3555 24.1529
O 27.2187 20.0245 25.0035
O 22.9664 6.9716 14.0069
O 6.451 17.5936 21.6566
O 28.305 11.8872 15.726
O 13.2715 24.0425 11.2829
O 34.618 -3.7556 24.3755
O 8.2643 -3.5885 12.6495
O 37.2317 12.6455 12.9349
O -0.3657 12.3492 16.864
O 2.3131 15.5857 17.6501
O 23.1323 4.3595 18.2465
O 31.1846 9.104 21.1694
O 20.2865 34.3739 16.6878
O -6.3464 17.2071 15.3157
O 21.9896 -23.722 23.3448
O 24.5714 21.9777 18.2872
O 11.5236 -1.1574 21.2355
O 36.5943 8.7768 15.8116
O 31.4088 13.3571 25.3537
O 39.3546 6.4133 15.1079
O 12.6755 40.8592 19.5788
O -2.4791 -4.4828 23.5314
O 21.347 22.2204 14.7759
O 6.721 0.0977 17.1344
O 23.552 -3.6164 13.9628
O 9.0474 14.0291 15.8931
O 14.2151 5.5481 21.4475
O 33.828 -3.5945 21.4645
O 7.4373 11.6108 20.7797
O 16.5731 27.0651 12.1975
O 3.7078 -12.5924 19.387
O 7.2818 -0.2917 22.8626
O 12.8976 3.4502 20.3635
O 0.3762 -6.1376 25.7105
O -9.4925 8.3009 24.064
O 14.0704 29.5248 24.1947
O 24.3148 6.284 16.8324
O 24.6618 -25.0801 26.5257
O 41.1038 -16.4887 22.8911
O -26.3765 45.569 20.4101
O 21.8908 2.7042 19.9213
O 2.2016 -0.4816 17.5577
O 39.7635 16.5219 23.468

Results
free energy: -215748.931 eV
free energy less fixed offsets of O -568.88, Si -635.61 eV per atom: 9.879 eV

Forces (eV/angstrom), in the order of the atoms: element, x, y, z
Si -0.0048 0.029 0.027
Si 0.0069 0.0011 0.0322
Si 0.0155 0.0409 -0.0417
Si 0.0129 0.0131 -0.0011
Si 0.0328 -0.0072 0.0392
Si 0.023 0.0125 -0.0026
Si -0.0049 -0.0113 -0.0202
Si 0.0213 -0.056 -0.0243
Si -0.0003 -0.0361 -0.0038
Si -0.0318 -0.0097 -0.015
Si 0.048 0.0226 -0.0164
Si 0.0037 0.0396 0.0691
Si 0.0427 -0.0278 -0.0209
Si -0.0386 -0.081 -0.0178
Si -0.0707 -0.0445 0.0077
Si -0.0491 -0.038 -0.0002
Si -0.1037 0.0141 -0.028
Si -0.09 -0.1426 -0.0086
Si 0.0146 0.0453 -0.009
Si -0.1162 0.1537 0.0046
Si 0.0744 0.0211 -0.0039
Si 0.2142 0.0314 -0.0157
Si -0.0539 -0.0261 -0.0704
Si -0.2068 0.0266 -0.0084
Si 0.0355 -0.0952 0.3177
Si -0.1251 -0.2056 0.2153
Si -0.1929 -0.0425 -0.1057
Si -0.1576 -0.08 -0.1634
Si -0.263 -0.0624 0.1432
Si -0.2074 -0.3447 -0.4916
Si 0.0157 0.0942 -0.0412
Si -0.3159 0.3325 -0.2466
Si 0.2458 0.0469 -0.581
Si 0.5557 0.1329 0.0073
Si -0.1605 -0.1055 0.6715
Si -0.5135 0.1776 -0.1214
Si -0.0631 0.132 -0.0648
Si 0.1936 0.0766 -0.0443
Si 0.1413 0.0509 -0.0989
Si 0.029 0.168 0.1924
Si 0.0484 0.0061 -0.0401
Si 0.0095 -0.0634 0.0217
Si 0.1107 0.1569 -0.0228
Si -0.004 -0.1391 -0.2256
Si 0.1063 -0.0478 -0.0328
Si 0.1598 -0.0936 -0.0947
Si 0.245 0.0696 0.1601
Si -0.2518 -0.0749 0.2249
Si -0.0201 0.0522 0.0226
Si 0.0613 0.0031 -0.0116
Si 0.04 0.0414 0.0169
Si 0.0098 0.075 0.0049
Si 0.0184 -0.0027 0.005
Si -0.001 -0.0205 0.0069
Si 0.0466 0.0754 0.0126
Si -0.0169 -0.0542 0.0179
Si 0.0483 -0.01 0.0111
Si 0.0588 -0.0524 -0.0074
Si 0.0858 0.0173 -0.005
Si -0.0911 -0.0487 -0.0021
Si 0.0081 -0.0168 0.0023
Si -0.0102 0.0026 -0.0197
Si -0.0142 -0.0303 0.0152
Si -0.0149 -0.0195 0.0216
Si -0.0209 0.005 -0.0203
Si -0.026 -0.0102 -0.0123
Si 0.0003 0.0074 0.0009
Si -0.0192 0.06 -0.0252
Si 0.0025 0.0333 0.0527
Si 0.0335 0.0112 -0.0465
Si -0.0551 -0.0224 0
Si -0.0082 -0.0454 -0.0197
Si 0.0038 0.0084 -0.0262
Si 0.0265 -0.005 0.0295
Si 0.117 0.0051 0.1378
Si -0.0278 -0.2 0.0139
Si 0.0597 0.182 0.0074
Si -0.0009 0.0069 0.0064
Si -0.0243 -0.0124 0.0267
Si 0.0574 0.023 -0.0016
Si 0.0219 -0.0039 -0.006
Si -0.0098 -0.0232 0.0029
Si -0.0121 -0.0184 0.0342
Si 0.0165 -0.0008 0.0319
Si 0.0349 0.0248 0.0091
Si 0.0213 -0.0091 0.0046
Si 0.0276 -0.0133 0.0508
Si 0.0095 0.0078 -0.0044
Si -0.0085 0.0089 -0.0096
Si 0.0789 0.0457 -0.0258
Si 0.0105 0.03 0.007
Si -0.008 0.003 0.0062
Si -0.0013 -0.0134 -0.0011
Si -0.0199 -0.0158 0.0252
Si 0.0159 0.0429 0.0741
Si -0.0185 -0.0255 0.0132
Si -0.0138 -0.0087 0.0158
Si -0.0098 -0.0216 -0.0147
Si -0.0011 0.0059 0.0022
Si -0.0074 -0.0054 0.0016
Si 0.0208 -0.0073 0.003
Si -0.0095 -0.0042 -0.0006
Si 0.0623 0.0196 0.0206
Si 0.0053 -0.001 -0.0153
Si -0.1145 0.0966 -0.0091
Si 0.0179 -0.0129 -0.025
Si -0.0053 -0.0013 0.0133
Si 0.0104 -0.0059 -0.0137
Si 0.0009 -0.017 -0.0041
Si 0.0024 -0.0043 -0.0203
Si -0.0051 0.0076 -0.0016
Si -0.0021 0.0083 0.0036
Si 0.0054 0.0011 -0.0027
Si 0.0012 0.004 -0.0023
Si -0.0007 -0.0136 -0.0081
Si -0.0005 0.0069 0.0179
Si 0.014 0.0089 -0.0108
Si -0.0004 -0.0131 0.0141
Si 0.004 0.0066 -0.0049
Si 0.0037 0.0005 -0.0087
Si -0.0001 0.009 0.0009
Si -0.0033 -0.0021 0.01
Si 0.0015 0.0005 0.0084
Si -0.0002 0.0002 0.0063
Si 0.001 -0.015 0.0034
Si -0.0025 -0.0006 0.0054
Si -0.0018 -0.0037 0.0085
Si -0.0025 -0.0008 0.0045
Si -0.0026 -0.0005 0.0015
Si -0.0014 0.0018 0.0085
Si -0.0056 0.0011 0.0087
Si -0.0011 0.0083 0.0043
Si -0.0025 0.0051 0.0049
Si 0.0053 0.0001 -0.0125
Si -0.0016 -0.0067 -0.0049
Si -0.0013 0.0026 0.0018
Si -0.0114 0.0045 0.0051
Si -0.0147 0.0028 0.0139
Si 0.006 -0.0054 -0.0016
Si 0.0013 0.0039 0.0018
Si -0.0048 -0.0021 0.0078
Si 0.0011 -0.0092 -0.001
Si -0.0018 0.0045 -0.0094
Si -0.0042 0.0149 0.0032
Si 0.0019 0.0033 0.0001
Si -0.0175 0.0078 -0.0228
Si 0.0164 0.0074 -0.0065
Si -0.0261 0.0093 0.005
Si 0.0105 -0.0072 -0.0068
Si 0.0142 0.0281 -0.0213
Si -0.0175 0.0116 0.016
Si 0.0094 -0.0174 0.0055
Si -0.0014 0.0016 -0.0095
Si -0.0376 0.0089 -0.0221
Si 0.0189 -0.0062 -0.0229
Si -0.0063 0.0027 -0.0134
Si -0.0103 -0.0179 -0.0143
Si 0.0034 -0.0105 -0.0114
Si 0.0243 0.0115 -0.0093
Si 0.0127 0.0114 -0.0052
Si 0.017 0.0087 0.0112
Si 0.0283 -0.0209 0.0033
Si -0.0073 -0.0109 0.0174
Si 0.024 -0.0247 0.0755
Si 0.0005 -0.0096 0.0135
Si 0.0264 -0.0069 -0.0011
Si 0.0293 -0.0022 0.0597
Si -0.0119 -0.0114 0.0128
Si 0.0148 0.0258 0.0138
Si 0.0094 -0.0079 0.0158
Si -0.0658 -0.0166 0.006
Si 0.0214 -0.015 -0.0144
Si 0.0136 -0.0304 -0.0378
Si -0.0612 0.0058 -0.0616
Si -0.0005 -0.0377 0.0059
Si -0.0003 -0.0069 -0.0622
Si 0.0467 -0.0142 -0.0495
Si -0.0099 0.0292 -0.0156
Si 0.0115 -0.0205 0.0095
Si -0.0105 -0.01 -0.0296
Si 0.0836 -0.0015 -0.0799
Si 0.0244 -0.0224 -0.0252
Si 0.0157 -0.0411 0.0348
Si 0.031 -0.0079 -0.0247
Si 0.0228 -0.009 -0.0397
Si -0.0067 -0.0075 0.0022
Si 0.0075 0.0306 -0.0212
Si 0.121 -0.0141 0.0308
Si -0.0003 0.0167 0.0528
Si -0.0346 0.0049 -0.0288
Si -0.0184 -0.0074 -0.0373
Si -0.0027 -0.0127 -0.0143
O 0.0098 -0.0168 0.0035
O 0.0098 0.0283 -0.0617
O -0.0184 -0.0007 0.0125
O -0.0109 -0.0094 0.0232
O 0.0218 0.0052 0.0529
O -0.0012 -0.0029 0.0123
O -0.0078 0.0063 -0.0119
O -0.0208 0.0375 -0.0598
O 0.0198 0.0175 0.0123
O -0.0371 -0.0162 -0.0256
O 0.0111 0.0003 -0.0077
O 0.0422 0.0358 -0.0292
O 0.0266 -0.0053 -0.005
O 0.0176 -0.0229 0.0034
O -0.0059 -0.0022 -0.0125
O 0.0254 0.0048 -0.0079
O -0.0024 -0.0053 0.0141
O 0.0027 0.0081 0.0232
O -0.0116 0.0028 0.0045
O -0.0033 0.0046 0.0108
O 0.0129 0.0264 0.0179
O -0.0139 -0.0036 -0.023
O -0.085 -0.0275 -0.0171
O -0.0134 -0.0047 -0.0024
Si -0.0163 0.0146 0.0224
Si -0.0206 0.0072 0.0468
Si -0.0053 -0.0169 0.0012
Si -0.0192 -0.0123 0.0214
Si -0.0134 0.0053 0.0144
Si -0.002 -0.0131 0.0287
Si -0.1281 0.0484 -0.0625
Si 0.0027 -0.0104 -0.0351
Si 0.0012 0.0125 -0.0014
Si -0.0044 -0.0013 0.0009
Si -0.0274 0.0192 -0.0499
Si -0.0312 0.0136 0.0257
Si -0.0245 -0.0083 0.0697
Si 0.0063 0.0173 -0.0034
Si -0.0343 -0.018 0.0406
Si -0.0092 -0.0237 0.0028
Si -0.0049 -0.0218 -0.0097
Si -0.0273 -0.0054 0.0049
Si -0.0013 -0.0069 -0.0001
Si 0.0045 -0.0854 -0.0387
Si -0.0032 -0.02 0.0737
Si -0.0282 -0.0467 -0.05
Si 0.0104 0.0022 0.0273
Si -0.0539 -0.0418 0.0133
Si 0.0234 -0.0037 0.0212
Si -0.0081 -0.0009 0.0112
Si -0.0306 -0.0039 -0.0113
Si 0.0261 0.0342 -0.0456
Si -0.0432 0.0477 -0.063
Si -0.0244 0.0202 -0.0008
Si -0.0151 -0.0316 -0.0125
Si 0.0014 -0.0079 -0.0098
Si 0.0016 0.029 0.0278
Si 0.0008 -0.03 0.0396
Si 0.0255 -0.0173 0.0061
Si -0.0029 0.0271 0.0442
Si 0.0559 0.0277 0.0614
Si 0.0306 -0.0101 0.0271
Si 0.0109 -0.0012 -0.0159
Si -0.001 -0.0421 -0.0277
Si 0.038 0.029 -0.0144
Si 0.0119 -0.0014 0.0233
Si -0.0138 -0.0027 0.0247
Si -0.0015 0.0213 -0.0351
Si 0.0081 0.0044 0.0073
Si -0.0295 -0.0588 -0.0139
Si -0.0038 0.0088 0.0224
Si -0.0312 0.0109 0.0793
Si -0.0038 0.015 0.0269
O 0.0077 -0.0092 0.0039
O 0.0048 -0.0077 -0.0232
O -0.0191 -0.0024 0.0008
O 0.0048 -0.0116 0.0024
O 0.0051 -0.0053 -0.0008
O 0.0282 0.0153 -0.0397
O -0.0387 0.0156 0.0021
O -0.0062 0.0302 -0.0115
O 0.006 -0.0063 0.016
O -0.0197 -0.0038 0.0015
O -0.0281 -0.0392 -0.0372
O 0.0066 -0.0035 -0.011
O 0.0023 0.004 0.0022
O -0.0225 0.0181 -0.0318
O 0 -0.0041 0.0004
O -0.0024 0.0096 -0.0031
O -0.0111 0.0099 -0.0133
O 0.0024 -0.0072 0.0061
O 0.0016 -0.0039 -0.0044
O -0.0084 0.0184 -0.0049
O 0.0002 0.0294 -0.0118
O 0.0082 0.0227 0.024
O 0.0019 0.0069 0.0171
O 0.0096 -0.0073 0.0156
O 0.025 0.0043 0.0136
O 0.0237 -0.0172 0.0092
O 0.007 0.014 0.0679
O 0.0052 0.0407 -0.0083
O 0.004 0.0116 0.0157
O 0.0171 -0.0088 -0.0165
O 0.0151 -0.0051 0.0199
O 0.0182 -0.0058 0.0202
O 0.0177 0.0199 0.0393
O -0.0032 0.0069 -0.0314
O 0.0013 -0.0069 0.005
O -0.0213 0.0195 0.0175
O -0.0089 -0.0179 0.0246
O 0.0097 0.0038 0.0104
O 0.0349 -0.0069 0.0103
O 0.0133 -0.0096 -0.0075
O 0.0064 0.01 0.02
O 0.0083 -0.0043 -0.0014
O -0.014 -0.0099 -0.01
O -0.0076 0.0197 -0.0638
O 0.0247 0.0111 0.0197
O 0 0.0002 0.0006
O 0.0161 0.0212 0.0035
O -0.0105 0.0069 0.0047
O 0.0191 -0.0083 -0.0021
O 0.0265 0.02 0.0079
O 0.0314 -0.0184 0.0228
O 0.008 0.0027 0.0083
O -0.0009 -0.0005 -0.0021
O 0.0071 -0.0012 0.0016
O 0.0009 0.0083 -0.0094
O 0.0119 -0.0053 0.0095
O -0.003 -0.0096 0.0148
O 0.0141 -0.0204 0.0101
O -0.0099 -0.006 -0.005
O -0.008 -0.0079 -0.0032
O -0.0169 -0.0174 0.0192
O -0.0041 -0.0052 -0.0121
O -0.0038 -0.0181 0.0316
O 0.0042 0.008 0.0157
O 0.0075 0.0241 0.0115
O 0.0306 -0.0258 0.0397
O 0.0085 0.0014 -0.0012
O 0.0209 -0.0245 0.0466
O 0.0027 -0.0005 0.0046
O 0.0047 0.0105 -0.0151
O 0.0143 0.0045 -0.0203
O 0.0056 0.0066 0.0051
O 0.0198 -0.0303 0.0165
O 0.011 0.0173 -0.0034
O 0.0118 0.0004 -0.0196
O 0.0066 -0.0065 -0.0006
O 0.0211 0.0116 -0.0191
O -0.0035 0.0118 -0.0185
O 0.0222 -0.0212 -0.0072
O -0.0036 -0.0045 0.0158
O -0.0016 0.0041 -0.0177
O -0.0141 0.0096 0.0146
O -0.0035 -0.0094 -0.0058
O -0.0058 0.0022 0.0078
O -0.0042 -0.0001 0.0012
O -0.0126 -0.0167 -0.0271

The program warned: the cutoff lies below the one the program advises for these potential files; the forces do not sum to zero within the program's tolerance; the exchange-correlation potential is rough where the density is thin.
